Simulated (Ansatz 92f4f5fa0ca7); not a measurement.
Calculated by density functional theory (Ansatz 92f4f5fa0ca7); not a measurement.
Periodic cell of 226 atoms, Si134O92, from a study of silicon, its oxide and their interface. The atomic structure is a simulated model.
Doubt: the cutoff is low for norm-conserving oxygen, so forces and energies are approximate.
This geometry differs little from another in the collection (a relaxation step or a small displacement).

Settings: functional HSE06; potential files SPMS norm-conserving; basis plane waves; wave-function cutoff 800 eV; density cutoff ratio 4; exchange-correlation grid ratio 1; k mesh 1 x 1 x 1, Gamma-centred; occupations fixed; spin none; net charge 0.

Cell vectors (angstrom)
a  10.938  0  0
b  0  10.938  0
c  0  0  32.6528

Atoms: element, x, y, z (angstrom)
Si  -0.2051  0.1384  25.1792
Si  5.2526  0.1499  25.1906
Si  2.9904  2.3551  25.2279
Si  8.5407  2.4386  25.2432
Si  -0.2908  5.5828  25.284
Si  5.2681  5.5552  25.0501
Si  3.1017  7.9105  25.1306
Si  8.4272  7.8261  25.2306
Si  1.3821  1.2599  26.5373
Si  6.8578  1.3231  26.476
Si  4.1194  4.0278  26.4588
Si  9.5826  4.0224  26.6434
Si  1.4052  6.8005  26.4143
Si  6.8209  6.6975  26.493
Si  4.1628  9.4841  26.5349
Si  9.565  9.4927  26.4851
Si  2.7634  -0.0811  27.8865
Si  8.2082  -0.0487  27.8587
Si  0.0727  2.6866  27.9142
Si  5.5162  2.7237  27.856
Si  2.7447  5.4286  27.8307
Si  8.1922  5.4127  27.914
Si  0.0557  8.1818  27.8422
Si  5.5369  8.1505  27.8812
Si  4.1018  1.3673  29.2346
Si  9.5708  1.3673  29.2346
Si  1.3673  4.1018  29.2346
Si  6.8362  4.1018  29.2346
Si  4.1018  6.8362  29.2346
Si  9.5708  6.8362  29.2346
Si  1.3673  9.5708  29.2346
Si  6.8362  9.5708  29.2346
Si  0  0  30.6018
Si  5.469  0  30.6018
Si  2.7345  2.7345  30.6018
Si  8.2035  2.7345  30.6018
Si  0  5.469  30.6018
Si  5.469  5.469  30.6018
Si  2.7345  8.2035  30.6018
Si  8.2035  8.2035  30.6018
Si  1.3673  1.3673  31.9691
Si  6.8362  1.3673  31.9691
Si  4.1018  4.1018  31.9691
Si  9.5708  4.1018  31.9691
Si  1.3673  6.8362  31.9691
Si  6.8362  6.8362  31.9691
Si  4.1018  9.5708  31.9691
Si  9.5708  9.5708  31.9691
Si  2.7345  0  0.6835
Si  8.2035  0  0.6835
Si  0  2.7345  0.6835
Si  5.469  2.7345  0.6835
Si  2.7345  5.469  0.6835
Si  8.2035  5.469  0.6835
Si  0  8.2035  0.6835
Si  5.469  8.2035  0.6835
Si  4.1018  1.3673  2.0507
Si  9.5708  1.3673  2.0507
Si  1.3673  4.1018  2.0507
Si  6.8362  4.1018  2.0507
Si  4.1018  6.8362  2.0507
Si  9.5708  6.8362  2.0507
Si  1.3673  9.5708  2.0507
Si  6.8362  9.5708  2.0507
Si  0  0  3.418
Si  5.469  0  3.418
Si  2.7345  2.7345  3.418
Si  8.2035  2.7345  3.418
Si  0  5.469  3.418
Si  5.469  5.469  3.418
Si  2.7345  8.2035  3.418
Si  8.2035  8.2035  3.418
Si  1.3759  1.4305  4.8728
Si  6.8137  1.4149  4.7597
Si  4.0968  4.0589  4.7533
Si  9.5679  4.0997  4.7628
Si  1.3137  6.9362  4.7634
Si  6.7556  6.941  4.7194
Si  4.0431  9.6313  4.8592
Si  9.5445  9.589  4.7595
Si  2.7626  0.1337  6.3593
Si  8.1801  0.0436  6.0692
Si  0.0073  2.8445  6.2653
Si  5.5053  2.7784  6.1918
Si  2.7151  5.5017  5.9616
Si  8.1348  5.5424  5.9237
Si  -0.0278  8.3376  6.2098
Si  5.452  8.2764  6.2034
Si  4.5159  1.235  7.6886
Si  9.6384  1.2703  7.428
Si  1.1074  4.6472  7.4511
Si  6.6359  4.501  7.3609
Si  4.2587  6.5886  7.3245
Si  9.5941  6.6867  7.2819
Si  1.013  10.0267  7.58
Si  6.6889  9.8447  7.4972
O  9.6286  1.2924  24.7516
O  4.1612  6.7258  24.6565
O  4.1053  1.2443  24.7255
O  9.5463  6.7027  24.7773
O  -0.2128  5.5788  7.6459
O  5.5733  0.0106  7.9667
O  -0.1492  0.2045  7.8713
O  5.4337  5.5346  7.8092
O  7.4776  4.0584  8.6898
O  8.7145  7.028  8.6201
O  1.4196  9.5708  9.1031
O  8.8007  1.7811  8.7364
O  7.4258  9.291  8.8506
O  4.2939  1.9586  9.1621
O  3.3023  7.0536  8.5806
O  1.8136  4.8468  8.9398
O  7.9885  3.2312  23.9342
O  0.1958  4.6526  24.039
O  2.2666  2.9812  23.9081
O  5.9072  4.8315  23.6916
O  5.9171  10.403  23.8581
O  2.6283  8.8072  23.8359
O  0.5003  10.4019  23.8575
O  7.6758  8.415  23.9073
Si  -2.6848  6.2726  21.0002
Si  8.6531  5.7993  18.1625
Si  -0.4344  1.8953  14.4933
Si  -5.3706  7.872  20.7388
Si  3.3114  7.2173  16.4035
Si  15.3952  5.4472  11.4713
Si  1.4155  9.4087  22.9529
Si  8.246  -2.0279  17.7187
Si  -2.9324  2.862  9.6386
Si  0.5189  8.7457  10.1712
Si  6.6536  9.2558  22.9924
Si  2.6687  9.9191  17.3808
Si  11.3467  5.7019  13.5326
Si  -0.0846  7.7614  21.0279
Si  7.5019  2.3316  20.4054
Si  8.446  8.283  9.6024
Si  0.7137  -2.0969  13.2377
Si  16.2989  9.2432  16.4857
Si  10.7196  2.3378  20.7655
Si  3.101  5.0735  14.2079
Si  6.2465  4.0841  18.1636
Si  1.1123  -0.545  20.1638
Si  5.2131  3.5418  15.342
Si  4.8495  12.255  13.2685
Si  7.4497  5.0511  14.0252
Si  2.2666  6.2826  9.583
Si  9.2772  10.0841  14.9911
Si  1.0842  3.6993  23.0954
Si  3.929  -5.1411  19.1489
Si  6.4194  -1.0405  13.754
Si  2.1723  11.0848  14.5749
Si  9.9773  4.6263  15.8248
Si  5.082  2.5598  10.4666
Si  9.2881  3.7066  12.2968
Si  -4.1634  7.3607  12.1404
Si  7.1635  10.1905  20.236
Si  7.1514  4.119  22.8892
Si  12.2085  4.9543  20.4779
O  7.4883  6.4996  13.3175
O  0.5555  6.4108  20.3963
O  9.8359  5.0129  17.3808
O  13.144  10.9219  16.1929
O  5.6726  -4.4419  11.3503
O  5.6088  3.3074  16.8908
O  5.6569  -0.8325  15.164
O  7.2044  5.2883  17.6588
O  9.1098  2.27  20.6125
O  -1.6466  7.4669  21.2815
O  7.788  3.9754  12.8631
O  4.4777  1.9914  11.8519
O  -2.96  -1.1064  14.0894
O  4.8543  4.1555  10.5931
O  11.1241  2.5805  22.3277
O  10.4194  9.2972  14.1744
O  5.5143  8.2881  22.3146
O  -0.0244  5.6996  15.0897
O  12.6484  4.7418  13.4588
O  -0.4159  3.1228  15.5616
O  1.8989  10.1897  21.5951
O  -4.0964  6.8992  20.5622
O  -6.6424  9.9904  17.4519
O  0.1288  9.0824  20.0877
O  2.0314  -0.6065  18.8156
O  6.0517  8.5946  12.8853
O  5.1124  4.7059  19.1286
O  9.8953  8.9531  9.8154
O  4.3005  7.0655  20.1257
O  1.0081  1.2206  14.2543
O  7.5514  9.8768  21.7873
O  5.5071  2.2762  14.3953
O  8.0817  5.2989  22.2715
O  6.0697  4.7909  14.7863
O  4.2054  5.1983  13.0403
O  6.7086  -2.0585  17.2545
O  11.6995  7.2281  13.1663
O  9.9532  2.451  13.0717
O  3.6432  6.2591  17.6417
O  6.7854  3.1173  21.6512
O  1.9722  9.611  13.9059
O  -0.7249  5.0299  12.5735
O  0.5674  8.1175  22.4639
O  9.0815  3.3997  10.7299
O  6.675  2.2307  10.3277
O  5.8348  9.2787  19.9594
O  0.9893  7.2028  9.9702
O  3.6381  3.915  15.2033
O  -2.3967  4.8377  15.1643
O  11.3235  3.6604  20.0036
O  5.9718  0.2254  12.8813
O  11.3233  0.9167  20.219
O  3.0652  6.0436  10.9458
O  2.6024  5.0426  19.6103
O  -2.1672  7.3992  17.9564
O  2.8196  6.3879  15.1164
O  4.7008  -3.0555  15.9435
O  0.6803  9.2931  11.681
O  1.7351  4.6759  21.9972
O  9.5454  0.7351  15.0771
O  -2.1413  5.4351  19.7316
O  6.908  11.7766  20.2079
O  7.1342  3.0598  19.0189
O  9.1252  9.5568  16.5202
O  3.5142  0.7171  13.9199
O  7.855  7.8558  11.0415
O  8.2731  9.761  19.1147
O  2.2973  8.3873  16.9234

Results
free energy: -56397.366 eV
free energy less fixed offsets of O -447.96, Si -113.29 eV per atom: -4.186 eV
gap between the highest filled and lowest empty level on this k mesh: 1.207 eV

The program warned: the cutoff lies below the one the program advises for these potential files; the forces do not sum to zero within the program's tolerance; the exchange-correlation potential is rough where the density is thin.
